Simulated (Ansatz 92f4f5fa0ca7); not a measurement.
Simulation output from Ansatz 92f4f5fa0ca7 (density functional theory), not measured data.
Periodic cell of 211 atoms, Si125O78P8, from a study of silicon, its oxide and their interface. The atomic structure is a simulated model.
Doubt: the cutoff is far below the 930 eV that the study's wrapper takes by default for these files, so forces and energies are approximate.

Settings: functional PBE; potential files Ansatz PAW; basis plane waves; wave-function cutoff 580 eV; density cutoff ratio 5; exchange-correlation grid ratio 1; k mesh 1 x 1 x 1, Gamma-centred; self-consistency stop 5e-08 eV per atom in the density residual; occupations fixed; spin none; net charge 0.

Cell vectors (angstrom)
a  10.938  0  0
b  0  10.938  0
c  0  0  31.5321

Atoms and the computed forces on them: element, x, y, z (angstrom), force x, y, z (eV/angstrom)
P  10.3944  0.4584  24.154  -0.0719  -0.029  0.0991
Si  5.1168  0.4204  24.0958  -0.0331  -0.0561  0.0053
Si  3.0654  2.0029  24.0836  0.0164  -0.0028  0.0529
P  8.7545  2.2091  24.1096  0.0512  0.0096  0.1249
P  10.3778  5.9416  24.0717  -0.0573  -0.0004  0.1405
Si  5.0191  5.919  24.06  -0.0503  -0.0501  0.0181
Si  3.1554  7.6635  24.0433  0.0723  0.0502  0.01
P  8.7373  7.6843  24.0854  0.0305  0.027  0.1099
Si  1.2607  1.2532  25.4808  -0.0069  0.0619  -0.1053
Si  6.9151  1.3969  25.3927  0.0207  -0.0356  -0.1043
Si  4.0282  4.0331  25.2351  0.0175  0.0376  -0.0317
Si  9.574  4.0833  25.4062  -0.0052  -0.0166  -0.2028
Si  1.2709  6.7947  25.3363  -0.0302  0.0499  -0.1151
Si  6.9034  6.8216  25.3474  0.0267  -0.0324  -0.1019
Si  4.1116  9.5167  25.3157  -0.0053  -0.0084  -0.0151
Si  9.5496  9.5417  25.4242  0.0006  0.0172  -0.1873
Si  2.7236  -0.0859  26.7529  0.0631  -0.0549  0.057
Si  8.1648  -0.0415  26.7667  0.0098  0.0195  -0.0132
Si  0.0328  2.7722  26.7753  -0.0039  -0.0439  -0.0043
Si  5.486  2.7764  26.6996  -0.0578  0.0473  0.0553
Si  2.6832  5.4217  26.688  0.0619  -0.0889  0.0734
Si  8.1708  5.4153  26.754  0.0249  0.0646  -0.0397
Si  0.0447  8.2338  26.752  -0.0209  -0.0582  -0.0245
Si  5.5274  8.2084  26.7181  -0.0437  0.0769  0.0727
Si  4.1018  1.3673  28.1138  0.0497  -0.0184  -0.4946
Si  9.5708  1.3673  28.1138  -0.0472  -0.0232  -0.2846
Si  1.3673  4.1018  28.1138  0.2156  0.1457  0.4396
Si  6.8362  4.1018  28.1138  -0.3388  -0.1065  0.3355
Si  4.1018  6.8362  28.1138  -0.0084  -0.1598  -0.6219
Si  9.5708  6.8362  28.1138  0.0091  -0.027  -0.4065
Si  1.3673  9.5708  28.1138  0.1332  -0.1669  0.6268
Si  6.8362  9.5708  28.1138  -0.2189  -0.1708  0.4448
Si  0  0  29.4811  0.0437  0.005  0.0025
Si  5.469  0  29.4811  0.0145  -0.041  -0.0021
Si  2.7345  2.7345  29.4811  -0.0348  0.0402  -0.0094
Si  8.2035  2.7345  29.4811  -0.0781  -0.0509  0.0108
Si  0  5.469  29.4811  0.0274  -0.0038  0.0015
Si  5.469  5.469  29.4811  0.0031  -0.041  0.0072
Si  2.7345  8.2035  29.4811  -0.111  0.0001  0.0175
Si  8.2035  8.2035  29.4811  -0.0525  0.0122  0.0043
Si  1.3673  1.3673  30.8483  0.0017  -0.0287  -0.0182
Si  6.8362  1.3673  30.8483  -0.0239  0.0047  0.0219
Si  4.1018  4.1018  30.8483  0.0257  -0.0139  -0.0124
Si  9.5708  4.1018  30.8483  0.029  0.0394  0.0123
Si  1.3673  6.8362  30.8483  0.0249  -0.0485  0.021
Si  6.8362  6.8362  30.8483  -0.0014  0.0363  -0.0183
Si  4.1018  9.5708  30.8483  0.0278  0.0212  0.0146
Si  9.5708  9.5708  30.8483  0.0315  0.0026  -0.0214
Si  2.7345  0  0.6835  -0.1061  0.01  -0.0029
Si  8.2035  0  0.6835  0.0223  -0.0631  0.0007
Si  0  2.7345  0.6835  0.0512  -0.0592  -0.0192
Si  5.469  2.7345  0.6835  -0.0382  0.1192  -0.0139
Si  2.7345  5.469  0.6835  0.0267  -0.0569  -0.0005
Si  8.2035  5.469  0.6835  -0.1171  0.0151  -0.0051
Si  0  8.2035  0.6835  -0.035  0.1109  -0.0116
Si  5.469  8.2035  0.6835  0.0817  -0.0844  -0.0191
Si  4.1018  1.3673  2.0507  0.0731  -0.0395  -0.0144
Si  9.5708  1.3673  2.0507  0.059  0.1121  -0.0164
Si  1.3673  4.1018  2.0507  -0.0691  0.0221  0.0025
Si  6.8362  4.1018  2.0507  0.0361  -0.11  -0.0398
Si  4.1018  6.8362  2.0507  -0.0083  0.1206  -0.055
Si  9.5708  6.8362  2.0507  0.0924  -0.0135  -0.0243
Si  1.3673  9.5708  2.0507  0.0624  -0.041  -0.0078
Si  6.8362  9.5708  2.0507  -0.0343  0.0402  -0.0034
Si  0  0  3.418  0.1513  0.2391  0.4364
Si  5.469  0  3.418  -0.0027  0.0123  -0.8359
Si  2.7345  2.7345  3.418  0.0197  0.0493  0.9873
Si  8.2035  2.7345  3.418  -0.1161  0.2138  -0.5473
Si  0  5.469  3.418  -0.0124  0.0113  -0.9219
Si  5.469  5.469  3.418  -0.04  -0.0475  0.6242
Si  2.7345  8.2035  3.418  0.2656  0.0995  -0.7304
Si  8.2035  8.2035  3.418  -0.0246  0.0332  0.8152
Si  1.3512  1.3743  4.9062  -0.027  -0.024  -0.0018
Si  6.8125  1.3677  4.6832  0.1242  0.1189  0.1511
Si  4.1192  4.117  4.9149  0.028  0.0462  -0.0031
Si  9.5337  4.1792  4.6871  -0.1317  -0.1149  0.1754
Si  1.4052  6.7922  4.6504  0.0829  0.0984  0.1334
Si  6.8031  6.8347  4.8781  -0.0513  -0.0472  -0.0114
Si  4.1067  9.6035  4.6934  -0.1151  -0.1049  0.1389
Si  9.5983  9.6121  4.8428  0.0188  0.038  -0.0241
Si  2.8365  -0.0931  6.2116  -0.0068  0.0628  0.0262
Si  8.1862  0.164  6.1249  -0.0138  -0.0581  0.0628
Si  -0.1544  2.8744  6.1323  0.045  -0.045  0.043
Si  5.6207  2.68  6.2063  -0.0554  0.0067  0.0306
Si  2.6768  5.6193  6.2129  0.0351  -0.0635  0.0309
Si  8.257  5.4402  6.213  -0.021  0.0348  0.0099
Si  0.2171  8.2176  6.0163  -0.037  0.0012  0.0221
Si  5.3508  8.2824  6.154  0.0615  -0.0073  0.0348
Si  4.6649  0.8677  7.5371  0.0371  -0.056  0.0143
P  9.0465  1.943  7.423  -0.0014  0.0547  -0.1273
Si  0.8051  4.6719  7.4479  -0.0308  0.0529  0.0047
P  7.3979  3.6039  7.4483  0.022  -0.0163  -0.0843
P  3.5792  7.4196  7.4502  -0.0412  -0.0092  -0.0869
Si  10.011  6.7047  7.3978  0.0218  -0.0402  0.0511
P  1.9096  9.0546  7.4192  0.0401  0.0046  -0.0948
Si  6.5197  9.9682  7.4373  -0.014  0.0338  -0.0023
O  4.1097  1.3768  9.0233  -0.0075  0.0136  -0.008
O  7.2699  9.2768  8.7761  0.0028  0.0057  -0.0098
O  9.6091  7.8944  8.561  0.02  -0.0018  -0.0068
O  1.2715  3.8761  8.8296  -0.005  -0.0014  -0.0285
O  2.7927  8.1294  22.4775  -0.0208  -0.0172  0.0024
O  5.4938  5.4942  22.522  0.0082  0.0116  -0.0078
O  2.2411  1.8993  22.6342  -0.0186  -0.0167  0.0146
O  5.7965  -0.0608  22.6505  0.0029  0.0161  0.0148
Si  6.571  0.9878  14.5068  -0.0027  -0.0017  0.002
Si  6.0338  10.5383  21.0852  -0.0168  0.0089  -0.0055
Si  8.3624  10.5583  19.2075  -0.013  -0.0025  -0.0196
Si  10.1286  2.0593  19.5329  0.0071  -0.0003  -0.0349
Si  5.7788  2.4522  17.1925  -0.0027  0.0001  0.0003
Si  5.3562  5.1318  20.9447  -0.0135  0.0168  0.0121
Si  7.6163  3.7871  19.3858  -0.012  0.0071  -0.0198
Si  2.3657  4.8062  20.229  0.0227  0.0043  -0.0201
Si  3.1143  10.5534  16.9043  -0.0008  -0.0002  0.0021
Si  3.8069  1.047  19.2561  0.0016  -0.0009  0.0025
Si  6.107  9.4608  17.151  0.0022  -0.0019  -0.001
Si  3.6647  6.3605  15.6684  -0.0021  0.0015  -0.0023
Si  5.9964  6.2133  12.8722  0.0001  0.0018  0.0005
Si  0.7833  4.0293  17.816  -0.0024  -0.0042  -0.0038
Si  1.5949  2.2536  21.1932  0.0205  0.002  -0.0366
Si  5.909  4.7962  15.3228  -0.0001  -0.0021  -0.003
Si  8.9594  4.1404  14.5048  0.0003  0.0003  0.0052
Si  9.4001  3.6012  11.3338  0.0112  0.0164  0.014
Si  4.0214  1.8662  10.5743  -0.0104  -0.0056  -0.0224
Si  1.7437  4.1546  14.7885  -0.0042  -0.0002  0.0004
Si  5.0873  8.004  19.7062  -0.0091  -0.0042  -0.0052
Si  3.489  7.6249  12.8373  0.0014  -0.0032  0.0165
Si  0.8674  6.0627  12.3484  0.0005  -0.0034  -0.0017
Si  10.6866  8.3263  19.5584  0.0077  0.0013  -0.0236
Si  8.4218  10.4983  11.9391  -0.0024  -0.0137  0.0084
Si  2.2844  7.8707  20.9502  0.0234  -0.0044  -0.0034
Si  9.7804  6.895  15.7078  -0.0009  -0.0014  0.0007
Si  7.5081  8.5082  14.355  -0.0018  -0.0025  -0.0001
Si  1.7301  1.0917  14.7025  0.001  -0.0008  -0.0005
Si  1.4765  7.9622  16.8323  0.0001  0.0004  0.0003
Si  1.3266  3.6673  10.4363  0.0162  0.002  0.0053
Si  9.349  6.0736  18.4771  -0.0016  -0.0056  -0.0207
Si  6.8086  1.9773  11.7029  -0.0202  -0.006  0.0146
Si  8.7897  6.238  11.3949  0.0055  0.0152  0.0027
Si  9.5578  1.0767  14.2736  0.001  0.0005  0.0066
Si  3.9676  10.7125  12.9585  -0.0005  0.0039  -0.0029
Si  8.5556  8.6517  9.5732  -0.0198  0.0098  -0.0286
O  -0.0675  2.9463  10.995  -0.0166  -0.0133  -0.0027
O  6.5016  4.0353  20.5522  0.0163  -0.0122  0.0089
O  5.317  0.0836  13.8889  0.0035  -0.0015  0.0029
O  7.5534  -0.0242  20.5977  0.017  0.0003  0.0043
O  2.729  6.8936  16.9088  -0.0003  -0.0014  0.0004
O  2.5523  0.1194  13.6907  -0.0027  0.0002  0.0001
O  8.1104  2.6828  11.0329  0.0019  -0.0041  -0.013
O  1.371  3.8694  21.1194  -0.0205  0.0062  0.0201
O  3.4778  8.29  19.901  -0.0021  -0.0005  0.0068
O  9.1239  9.8155  10.6134  0.0081  0.0111  0.0024
O  8.1174  7.4583  10.5747  0.0054  -0.0119  0.0016
O  5.2548  6.1472  16.0448  -0.0011  -0.0015  -0.001
O  9.867  6.9198  19.7718  -0.0011  -0.0071  0.0188
O  4.937  0.4388  20.2344  0.0011  -0.0005  0.0056
O  9.4572  2.6218  14.8463  0.0002  -0.001  -0.0025
O  2.1279  9.3752  16.3833  -0.0002  -0.0011  0.0001
O  0.1329  0.6385  14.7771  -0.0018  -0.0002  -0.0004
O  7.02  2.847  18.1831  -0.0004  0  0.0035
O  0.1347  1.5903  20.8104  -0.0041  -0.0113  0.0208
O  9.4842  0.6215  12.6698  0.0011  0.0003  -0.0063
O  6.8485  9.0888  15.7441  -0.0011  -0.0001  -0.0005
O  0.8495  8.6552  20.7361  -0.0136  0.0065  0.0078
O  1.0103  5.0989  13.6713  0.0006  -0.0027  0.0033
O  4.5476  1.952  18.1219  0.0027  0.0001  -0.0016
O  10.2434  6.6324  12.1504  -0.0006  -0.0019  0.0003
O  9.3053  0.8742  18.7969  0.0014  0  0.0092
O  8.944  7.8363  14.6977  0.0003  0.0004  -0.001
O  0.387  7.4338  15.7367  0.0004  -0.0005  -0.0003
O  7.5092  4.4615  15.2105  0.0018  -0.0016  -0.0002
O  9.0626  7.0318  17.1782  -0.0006  -0.001  0.0022
O  7.2403  10.2814  18.0374  0.0035  0.0019  0.0035
O  5.456  2.5735  10.9977  0.0192  0.0091  0.0005
O  1.9456  7.3005  12.3792  0.0006  0.0007  -0.0017
O  6.7509  2.1755  13.3567  0.0045  0.0018  -0.0037
O  3.9077  4.4634  20.6249  -0.0045  0.001  -0.0008
O  1.0225  3.9128  16.2276  0.0006  -0.0003  -0.0003
O  7.991  5.2543  18.7832  0.0025  -0.0031  0.0056
O  3.915  9.154  12.5293  0.0005  -0.0011  -0.0012
O  5.2514  3.6841  16.296  0.002  -0.0028  0.0007
O  5.8589  8.9422  20.7981  0.0097  -0.0058  0.0141
O  7.0783  0.3797  11.4332  0.0073  0.0058  -0.0028
O  0.6874  8.1801  18.2281  -0.006  -0.0012  0.0083
O  5.4915  4.913  13.7415  -0.0009  -0.0012  -0.0001
O  4.7059  10.2022  16.6904  0.0011  -0.0026  -0.002
O  9.2245  4.9731  10.4371  -0.0066  -0.0157  -0.0109
O  9.4708  9.3911  19.4487  0.0029  -0.0009  0.0104
O  3.5332  7.4395  14.4601  0.0007  -0.0009  -0.0004
O  10.5587  5.116  18.0313  -0.0021  0.0035  0.0046
O  2.9511  -0.122  18.505  -0.0018  -0.002  0
O  2.7248  1.8897  20.0883  -0.0095  -0.0039  0.0116
O  1.9722  6.3073  20.6643  -0.0127  -0.0014  0.0096
O  9.8111  5.3583  15.1682  -0.0023  -0.0028  -0.0028
O  5.4852  6.4679  20.0326  0.0029  0.0029  -0.0002
O  0.2151  2.6195  18.3917  -0.0025  0  0.009
O  7.8555  9.4081  13.0253  0.0017  0.0007  -0.0034
O  3.9409  0.5848  11.5564  -0.0025  -0.0075  0.0099
O  3.1333  4.9064  15.1428  0.0033  -0.0003  -0.0016
O  2.5422  0.9441  16.1235  -0.0005  -0.0009  0.0013
O  8.1236  0.4171  14.7956  -0.0003  -0.0004  0.0009
O  2.1176  4.5103  18.6361  -0.0053  -0.0008  0.0058
O  7.3926  5.7724  12.1612  -0.0039  -0.0038  0.0009
O  5.5882  8.2823  18.1746  0.0009  0.0027  -0.0017
O  2.6933  2.8165  10.7724  -0.0098  0.0054  0.0041
O  6.2054  1.3943  16.0332  0.0004  0.0006  0.0004
O  6.4057  7.4363  13.8606  0.0014  0.0006  -0.001
O  1.8859  2.6429  14.1718  -0.0002  -0.0017  -0.0022
O  9.2613  4.1272  12.8897  -0.0022  -0.0046  -0.0083
O  1.36  5.1574  11.0847  0.0033  0.0023  0.0012
O  4.6354  6.6919  12.0759  -0.0017  -0.0007  -0.0132
O  8.9826  3.1372  20.0096  0.0003  -0.0017  0.0199

Results
free energy: -129866.269 eV
free energy less fixed offsets of O -568.88, P -755.39, Si -635.61 eV per atom: 0.741 eV

The program warned: the cutoff lies below the one the program advises for these potential files; the exchange-correlation potential is rough where the density is thin.
